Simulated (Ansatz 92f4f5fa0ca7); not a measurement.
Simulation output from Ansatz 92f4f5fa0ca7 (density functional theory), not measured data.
Periodic cell of 237 atoms, Si147O90, from a study of silicon, its oxide and their interface. The atomic structure is a simulated model.
Doubt: the cutoff is far below the 930 eV that the study's wrapper takes by default for these files, so forces and energies are approximate.
This geometry differs little from another in the collection (a relaxation step or a small displacement).

Settings: functional PBE; potential files Ansatz PAW; basis plane waves; wave-function cutoff 580 eV; density cutoff ratio 5; exchange-correlation grid ratio 1; k mesh 1 x 1 x 1, Gamma-centred; self-consistency stop 5e-08 eV per atom in the density residual; occupations fixed; spin none; net charge 0.

Cell vectors (angstrom)
a 11.6015 0 0
b 0 10.938 0
c 0 0 32.0622

Atoms: element, x, y, z (angstrom)
Si -0.1964 -0.061 23.2762
Si 3.6709 0.2038 23.1085
Si 7.5538 -0.1334 23.4531
Si 1.6875 1.3784 23.4217
Si 5.7356 1.4094 23.1927
Si 9.4416 1.2327 23.3659
Si 0.1612 5.3151 23.4631
Si 4.1219 5.3016 23.3961
Si 8.0351 5.6152 23.5482
Si 2.1577 6.5872 23.372
Si 5.9678 6.7738 23.4821
Si 10.0122 6.873 23.6015
Si 1.9018 2.6695 25.3874
Si 5.8334 2.6604 25.2562
Si 9.6272 2.69 25.268
Si 11.5943 4.0075 25.3893
Si 3.8938 3.9745 25.3221
Si 7.7428 4.0991 25.3479
Si 1.9707 8.1542 25.1931
Si 5.7743 8.1706 25.368
Si 9.7118 8.2669 25.4371
Si 11.6375 9.5655 25.267
Si 3.8643 9.5894 25.0752
Si 7.6898 9.5214 25.4155
Si 11.6484 -0.006 27.2103
Si 3.9039 -0.0493 27.1173
Si 7.7589 -0.0192 27.2969
Si 1.9862 1.3142 27.2837
Si 5.8329 1.3244 27.2028
Si 9.692 1.3339 27.214
Si 11.5912 5.4725 27.2402
Si 3.8456 5.4235 27.2151
Si 7.7148 5.4678 27.2745
Si 1.9362 6.8257 27.173
Si 5.7587 6.8015 27.2788
Si 9.6574 6.8233 27.2987
Si 1.9466 2.7244 29.185
Si 5.796 2.7224 29.1253
Si 9.6796 2.728 29.1467
Si 0.0112 4.0985 29.1666
Si 3.8642 4.091 29.1701
Si 7.7325 4.0889 29.1923
Si 1.9404 8.1899 29.1181
Si 5.7916 8.1868 29.1933
Si 9.6715 8.1971 29.2251
Si 0.0069 9.5584 29.1472
Si 3.8749 9.5592 29.0995
Si 7.7345 9.5461 29.216
Si 0.002 0.0009 31.0936
Si 3.8619 0.0082 31.0601
Si 7.7294 0.0067 31.1198
Si 1.9294 1.3709 31.1142
Si 5.7979 1.3697 31.0655
Si 9.6673 1.3615 31.0961
Si 0.009 5.4689 31.0977
Si 3.8696 5.4776 31.0973
Si 7.7393 5.4684 31.1279
Si 1.9374 6.8399 31.0702
Si 5.8037 6.8322 31.1182
Si 9.6776 6.8269 31.1472
Si 1.9316 2.7491 0.9894
Si 5.794 2.7477 0.9278
Si 9.6687 2.7356 0.9751
Si -0.0123 4.1079 0.9626
Si 3.8643 4.1163 0.9754
Si 7.7407 4.1079 1.0003
Si 1.9296 8.2162 0.9422
Si 5.8009 8.2266 0.9664
Si 9.6651 8.2215 1.0115
Si -0.0049 9.5899 0.9857
Si 3.8618 9.5885 0.9583
Si 7.7385 9.5813 0.9916
Si 11.61 0.0348 2.9221
Si 3.8538 0.0225 2.9123
Si 7.7418 0.0259 2.9086
Si 1.9336 1.4014 2.93
Si 5.81 1.3658 2.8376
Si 9.6633 1.3866 2.9259
Si 11.5647 5.5044 2.8721
Si 3.8785 5.4982 2.9093
Si 7.7368 5.512 2.921
Si 1.9138 6.8245 2.8592
Si 5.8109 6.8619 2.8889
Si 9.6582 6.9 2.9744
Si 1.9132 2.8339 4.825
Si 5.8353 2.7246 4.7475
Si 9.6001 2.7981 4.8368
Si 11.5428 4.1358 4.7832
Si 3.9183 4.0982 4.8213
Si 7.717 4.2037 4.8836
Si 1.8871 8.1492 4.8013
Si 5.8091 8.2611 4.7881
Si 9.6612 8.3225 4.912
Si 11.6322 9.6538 4.8863
Si 3.818 9.4857 4.7864
Si 7.7226 9.6782 4.8919
Si 11.5966 0.2287 6.7769
Si 3.751 -0.0561 6.6543
Si 7.7115 0.0551 6.9129
Si 2.0475 1.5035 6.7597
Si 5.7112 1.2731 6.6225
Si 9.6462 1.5197 6.8334
Si 11.525 5.4978 6.7024
Si 3.9828 5.4287 6.7893
Si 7.7365 5.668 6.8276
Si 1.976 6.6408 6.651
Si 5.8119 6.9756 6.7468
Si 9.7537 7.0385 6.9136
O 9.9936 7.9705 8.3023
O 7.66 9.9317 8.2226
O 7.3996 4.7275 8.1633
O 3.3742 10.346 8.2073
O 2.0421 7.5477 8.0283
O 4.006 4.5802 8.2445
O 9.7785 2.4448 8.2241
O 2.6128 2.3356 8.1232
O 11.3854 4.5699 8.072
O 5.3611 2.3593 7.8248
O 5.813 7.9776 8.088
O 11.3202 10.3083 8.1569
O 11.2743 10.0902 21.7974
O 3.2299 10.7147 21.5313
O 5.7767 7.7796 22.1645
O 4.223 4.4569 21.9449
O 7.6855 9.6901 22.1922
O 10.3293 7.6729 22.1812
O 1.6154 2.4018 22.1152
O 5.9456 2.4429 21.8838
O 8.4425 4.705 22.215
O -0.0711 4.4525 22.0396
O 2.3322 7.386 21.9343
O 9.1223 1.8863 21.8698
Si 1.915 7.7792 9.6103
Si 5.0341 0.5836 17.6893
Si 2.4924 5.4224 14.0249
Si 10.5676 3.8615 14.0568
Si 8.2813 2.3869 15.2617
Si 9.5463 2.2471 20.344
Si 10.5049 3.6475 9.0771
Si 0.0311 2.3144 11.5691
Si 11.0207 8.1382 15.3957
Si 5.1657 6.9344 13.9916
Si 5.7499 2.6162 11.119
Si 8.582 7.6717 19.3905
Si 8.119 4.8496 20.6295
Si 5.9183 9.5905 15.2047
Si 2.1154 7.6436 20.3469
Si 1.9284 4.895 18.7937
Si 4.4957 3.4459 18.017
Si 8.5049 8.9306 16.8201
Si 0.8292 9.4814 13.2994
Si 9.9086 10.6511 11.7219
Si 5.3519 3.7106 21.0177
Si 0.5897 5.5276 16.265
Si 10.7828 9.1455 9.1471
Si 6.5692 8.9024 21.2909
Si 7.1159 7.1045 11.485
Si 2.674 0.7354 12.2151
Si 10.8942 8.6852 21.0409
Si 6.0385 4.3248 15.634
Si 7.0856 0.4899 12.9766
Si 4.0592 2.9739 8.5934
Si 0.88 6.7392 11.8995
Si 6.5697 9.0442 9.0763
Si 0.6666 3.2899 21.146
Si 9.801 6.5072 12.8938
Si 7.7124 4.5336 9.7483
Si 3.9886 10.0757 20.2207
Si 4.2621 3.0384 13.5312
Si 3.8538 10.0101 9.7369
Si 8.0541 0.7816 18.0364
O 11.509 3.2235 12.9039
O 9.3371 4.472 9.8828
O 8.8055 3.6082 19.8574
O 4.0344 -0.0563 18.8113
O 11.3379 4.5345 15.3148
O 9.8558 9.7933 10.3257
O 3.7633 1.5358 13.1363
O 0.6505 9.0628 14.866
O 6.4719 0.979 18.3824
O 4.7588 3.1704 19.608
O 6.2497 1.1825 11.7475
O 0.5398 8.6198 9.8692
O 5.6456 4.3173 17.2286
O 8.4433 7.1943 12.3944
O 4.4056 2.6332 10.1575
O 2.0752 5.6565 15.5815
O 3.3773 0.0656 10.916
O 5.8891 7.2196 12.5506
O 2.3065 6.3531 19.3922
O 0.6546 4.9476 17.7813
O 8.4119 10.6872 12.3693
O 5.4736 10.0684 9.7012
O 0.6014 8.2072 20.1979
O 9.7742 2.6063 14.6974
O 2.0012 10.591 13.2215
O 9.9456 9.1112 16.1057
O 6.1448 10.3592 13.7786
O 7.4719 1.5976 14.1008
O 1.6473 3.9164 20.0384
O 5.9034 5.7906 14.9186
O 7.3406 8.9512 15.6959
O 1.5081 1.6688 11.6017
O 7.1997 8.2852 10.366
O 4.3203 1.9923 17.283
O 7.0335 3.1605 10.2844
O 11.5424 7.0106 16.4356
O 8.2826 10.1413 17.8485
O 3.262 8.5379 10.1089
O 7.5871 3.8394 15.5183
O 3.1419 4.3139 17.9011
O 2.9043 3.8933 13.7065
O 1.3348 8.2023 12.4448
O 1.2078 5.6785 13.0726
O 4.9785 8.3041 14.8639
O 11.1686 2.393 20.3385
O 10.9784 9.9902 12.7558
O 5.2886 3.5769 12.3663
O 5.0888 3.1948 14.9203
O 6.4876 4.8062 20.5606
O 8.3958 1.5625 16.6542
O 10.4072 1.2409 11.4583
O 10.8752 6.6086 11.6621
O 3.2616 8.6774 19.8511
O 1.7202 6.4335 10.5273
O 7.1669 8.2016 19.9712
O 8.4969 7.5877 17.7585
O 3.676 6.4333 13.6099
O 9.5707 4.9606 13.3601
O 5.5225 10.0008 20.7474
O 10.3238 7.3754 14.1496
O 8.7832 6.1679 19.966
O 7.0658 5.7084 10.6577
O 5.2612 10.5459 16.3776
O 9.0487 1.1505 19.2628
O 11.5729 3.1658 10.1902
O 9.7425 8.7103 19.8882

Results
free energy: -144632.458 eV
free energy less fixed offsets of O -568.88, Si -635.61 eV per atom: 1.412 eV

Forces (eV/angstrom), in the order of the atoms: element, x, y, z
Si 0.0066 0.0127 0.0054
Si -0.0016 0.0071 0.0069
Si -0.0105 0.0205 -0.0027
Si -0.007 -0.02 -0.0067
Si 0.0033 -0.0197 -0.0024
Si 0.0035 -0.0077 0.0056
Si -0.0189 0.0077 -0.0104
Si 0.0148 0.0006 -0.0064
Si -0.0096 -0.01 -0.0048
Si -0.0025 0.008 0.0072
Si 0 -0.0062 -0.0087
Si 0.014 -0.0095 -0.0043
Si 0.0093 0.0003 -0.0116
Si 0.0043 -0.0053 -0.0273
Si -0.0003 -0.0124 -0.0122
Si 0.0072 0.0053 0.0056
Si -0.0116 0.0077 0.0148
Si 0.0045 0.0181 0.0257
Si 0.0033 -0.0006 -0.0023
Si -0.0009 0.0001 0.018
Si -0.0128 -0.0072 0.0307
Si -0.0017 0.0102 -0.0211
Si 0.0095 0.005 -0.0311
Si 0.0083 0.0074 -0.0107
Si -0.0095 -0.005 0.0008
Si 0.0002 0.0045 -0.016
Si 0.0121 -0.0234 0.0236
Si -0.0017 0.0081 0.0221
Si -0.0044 -0.0043 -0.0124
Si 0.0067 0.0064 -0.0154
Si -0.0091 0.002 0.0078
Si 0.0053 0.0002 0.0116
Si 0.0005 -0.0138 0.0106
Si -0.0002 -0.0153 -0.0112
Si 0.0168 0 0.0121
Si -0.0227 0.0156 0.015
Si -0.0521 -0.0056 0.0042
Si 0.008 0.0094 0.0343
Si -0.022 -0.0091 0.0427
Si 0.0157 -0.0177 -0.0261
Si 0.0311 0.0235 -0.009
Si 0.0205 0.0049 -0.0488
Si 0.0009 -0.0009 0.0082
Si 0.0457 -0.0082 -0.0584
Si 0.0203 -0.035 -0.0571
Si -0.0088 0.0181 0.045
Si -0.0302 0.0346 0.0957
Si -0.0261 0.0154 -0.0293
Si -0.0035 -0.0344 -0.0148
Si -0.0031 -0.0649 -0.0172
Si 0.0094 0.0006 0.0054
Si 0.009 0.0034 0.05
Si -0.0193 0.0032 -0.0178
Si 0.0094 0.0405 -0.033
Si -0.0005 -0.0058 -0.0156
Si -0.0056 -0.0351 0.0242
Si 0.0087 -0.026 -0.0115
Si 0.0048 0.0345 -0.0059
Si -0.0006 -0.0043 0.0265
Si -0.0042 0.0251 0.0243
Si -0.0158 0.0078 -0.0257
Si 0.029 0.0027 0.0318
Si -0.0187 -0.0219 -0.0304
Si 0.0312 0.0031 0.0294
Si 0.0012 0.016 -0.0039
Si -0.0288 -0.0084 -0.0187
Si 0.0009 -0.0048 0.0284
Si -0.0284 -0.0001 0.0297
Si 0.0309 -0.0185 -0.0233
Si 0.0279 0.0006 -0.037
Si -0.0117 0.0296 -0.0372
Si -0.0204 0.0171 -0.0135
Si -0.0022 -0.0023 0.0095
Si 0.016 -0.0094 0.0034
Si -0.0091 -0.0081 -0.0039
Si 0.0059 0.0084 -0.0001
Si -0.0005 0.0212 -0.0218
Si -0.0078 0.0074 -0.003
Si 0.012 -0.0001 -0.0092
Si -0.0111 0.0033 0.0044
Si 0.0036 0.0175 0.0161
Si -0.0027 0.0042 -0.0201
Si -0.0075 0.0089 -0.01
Si 0.0077 -0.0028 0.0025
Si 0.0008 -0.0077 0.0091
Si 0.0067 -0.0083 -0.0063
Si 0.0039 -0.0052 0.0103
Si -0.0102 0.0052 -0.004
Si 0.0065 0.0093 0.0052
Si -0.0054 0.007 0.0153
Si 0.0044 -0.013 0.0002
Si 0.0004 -0.0084 0.0104
Si -0.0002 -0.0067 0.0103
Si 0.0026 -0.0017 0.0079
Si -0.006 0.0062 0.0034
Si -0.0012 0.0042 -0.0019
Si 0.0005 0.0102 0.0042
Si 0.0216 0.0147 0.0096
Si 0.0103 0.0036 -0.003
Si -0.0079 -0.0071 -0.0002
Si -0.0091 -0.0098 0.0016
Si -0.0168 -0.0106 0.0049
Si 0.0079 0.0028 -0.0009
Si -0.0018 0.0079 -0.0029
Si 0.0069 0.0022 0.0025
Si -0.0018 -0.0058 0.0071
Si -0.0107 -0.0045 -0.0022
Si -0.0078 -0.0028 -0.0029
O 0.0024 0.0022 -0.0003
O -0.0041 0.0069 -0.0034
O 0.0003 0.0068 -0.0036
O -0.0026 0.0002 -0.0076
O -0.0032 0.0058 -0.0084
O -0.0066 0.0028 -0.001
O 0.0033 0.0054 -0.0011
O 0.0011 0.0029 -0.0059
O 0.0018 0.0074 -0.0084
O 0.0019 0.0041 -0.0061
O 0.0039 0.0021 -0.0043
O 0.0004 0.0061 -0.0104
O 0.0021 -0.0079 -0.0032
O 0.0027 0 0.0018
O -0.0037 -0.0067 0.0076
O -0.0064 -0.0016 0.0063
O -0.0061 -0.0106 0.0001
O -0.0023 -0.0032 0.0063
O 0.0039 -0.0014 0.0094
O -0.0041 0.0047 0.0021
O -0.0023 0.0048 0.0119
O 0.0048 0.0011 0.0077
O 0.0036 -0.0164 0.0102
O 0.0057 -0.002 0.0018
Si 0.0003 0.001 0.0069
Si 0.0016 -0.0019 -0.0015
Si 0.0001 -0.0001 -0.0018
Si -0.0008 0.0017 0.0008
Si -0.0004 -0.0018 -0.0013
Si 0.0034 -0.0031 -0.0045
Si -0.0013 0.0009 0.0108
Si -0.0008 -0.0005 0.0045
Si 0.0029 -0.0013 -0.0022
Si -0.0016 0.0009 -0.0006
Si 0.0036 0.0009 0.006
Si 0 -0.0047 -0.0024
Si -0.0034 -0.0039 -0.0089
Si -0.0025 -0.0013 -0.0031
Si -0.0028 -0.0009 -0.0147
Si -0.0045 -0.003 -0.0057
Si -0.0005 -0.0023 -0.0014
Si 0.0001 0.0027 -0.0016
Si 0.0002 -0.0021 0.0029
Si -0.0001 0.0014 0.0052
Si 0.0081 -0.0101 -0.0021
Si -0.0005 -0.0024 -0.0026
Si -0.0059 -0.0047 0.0087
Si -0.0005 0.0069 -0.0053
Si 0.0004 0.0035 0.0074
Si -0.0014 0 0.0046
Si 0.002 0.0095 -0.0062
Si -0.0003 0.0018 -0.0031
Si 0.0001 -0.0022 0.0014
Si -0.004 0.0072 0.0079
Si -0.0018 0.0021 0.0049
Si 0.0002 -0.0003 0.0104
Si -0.0068 -0.0049 -0.0135
Si -0.0009 -0.0001 -0.0006
Si -0.0002 0.003 0.0119
Si -0.001 -0.0003 -0.0039
Si -0.0012 0.0003 -0.0016
Si 0.0034 0.0008 0.0103
Si 0.0015 0.0024 -0.0003
O 0.0009 0.0015 -0.0009
O 0.0027 0.0012 -0.0021
O -0.0021 0.0008 0.0018
O 0.0025 -0.0023 0.0033
O -0.0025 -0.0005 -0.0033
O 0.0004 -0.0006 -0.0024
O 0.0006 -0.0005 -0.002
O -0.0006 -0.0022 0.0022
O -0.0018 0.0004 -0.0006
O 0.0019 -0.0032 -0.003
O -0.0004 0.0023 -0.0035
O -0.0006 0.006 -0.001
O -0.0023 0.0011 -0.0006
O -0.0008 0.0005 0.0001
O -0.002 0.0037 -0.0054
O -0.0022 -0.0004 0.0006
O -0.0014 0.0008 -0.0054
O -0.0005 -0.0011 -0.0019
O 0.0004 0.0047 0.0011
O 0.0006 -0.0016 -0.0009
O 0.0014 0.0002 0.0008
O 0.0002 0.0003 0.0001
O 0.0004 -0.0045 0.0068
O -0.0023 0.0006 -0.0031
O 0.0017 0.0011 -0.0022
O -0.0024 -0.001 0.0025
O 0.0014 -0.0012 -0.0018
O -0.0016 0.0022 0.0019
O -0.0031 0.0012 0.003
O 0.0007 -0.0022 0.0003
O 0.0015 -0.0019 0.0029
O -0.0012 0.0003 -0.002
O -0.0014 0.0042 -0.0038
O -0.0003 -0.0008 -0.0023
O 0.0012 0.0025 -0.0033
O -0.0009 0.0003 0.0016
O 0.0009 -0.0037 -0.0016
O 0.0027 -0.0004 -0.0012
O -0.0011 0.0001 -0.0003
O 0.0014 -0.0032 0.0003
O -0.0001 -0.0016 -0.0014
O -0.0011 0.0004 -0.0005
O 0.0012 -0.0007 -0.0028
O 0.0009 0.0007 0.0006
O 0.0032 0.0003 0.0002
O 0.001 0.0007 0.0006
O 0.0002 0.0001 -0.0005
O 0.0008 -0.0001 -0.0004
O 0.0009 -0.0026 0.001
O 0.0011 0.0017 0.0014
O 0.0012 0.0022 -0.0007
O -0.0004 0.0006 -0.0031
O -0.0032 -0.0017 0.0064
O -0.0005 0.003 -0.006
O -0.0028 -0.003 0.0035
O 0.0005 -0.0014 0.0022
O 0.0002 -0.0012 -0.0015
O -0.0006 -0.0006 -0.0032
O 0.0003 -0.0115 0.002
O 0.0028 -0.0008 0.0014
O 0.0011 -0.0003 0.0059
O 0.0025 -0.0033 -0.0023
O 0.0007 0.0014 0.0007
O -0.0031 -0.0039 -0.0002
O -0.0002 0.0031 -0.0027
O -0.0033 0.001 0.0028

The program warned: the cutoff lies below the one the program advises for these potential files; the forces do not sum to zero within the program's tolerance; the exchange-correlation potential is rough where the density is thin.
